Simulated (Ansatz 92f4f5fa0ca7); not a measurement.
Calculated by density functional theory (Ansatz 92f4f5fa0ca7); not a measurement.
Periodic cell of 186 atoms, Si104O82, from a study of silicon, its oxide and their interface. The atomic structure is a simulated model.

Settings
functional: PBE
potential files: Ansatz PAW
basis: plane waves
wave-function cutoff: 700 eV
density cutoff ratio: 5
exchange-correlation grid ratio: 2
k mesh: 2 x 2 x 1, shifted by 0.5 0.5 0.5 of a step
self-consistency stop: 5e-08 eV per atom in the density residual
occupations: Fermi-Dirac, 0.05 eV
spin: none
net charge: 0

Cell vectors (angstrom)
a, 11.5983, 0, 0
b, 0, 11.5983, 0
c, 2.0948, -4.4646, 25.3103

Atoms and the computed forces on them: element, x, y, z (angstrom), force x, y, z (eV/angstrom)
Si, 2.9418, 2.3713, 0.7951, 0.0625, 0.2417, -0.3773
Si, 2.7625, 5.4683, 1.1045, 0.0179, -0.2232, -0.5418
Si, 2.8062, 8.5209, 0.3903, 0.0343, 0.0608, -0.0782
Si, 6.5199, 2.4959, 0.5389, -0.2294, 0.2484, -0.439
Si, 6.5455, 5.511, 1.1668, 0.0307, -0.0123, -0.3945
Si, 6.6407, 8.5635, 0.5523, -0.0845, -0.202, -0.226
Si, 10.8174, 2.0075, 0.3412, -0.0658, -0.4085, -0.0532
Si, 10.2309, 5.7261, 1.1181, 0.1259, -0.2927, 0.2529
Si, 10.6911, 8.6999, 0.6128, -0.2593, -0.1749, 0.2471
Si, 4.8099, 1.8356, 2.0954, 0.0561, -0.0519, -0.0758
Si, 4.6231, 5.5375, 2.4495, 0.1157, -0.0922, -0.1369
Si, 4.7067, 9.1968, 1.7906, -0.0491, -0.1089, -0.1578
Si, 8.644, 1.779, 1.6029, -0.0261, 0.1942, -0.0811
Si, 8.425, 5.3972, 2.4914, 0.0107, 0.1517, -0.1656
Si, 8.5708, 9.2883, 1.7854, 0.0988, -0.0158, -0.3452
Si, 12.5462, 1.6713, 1.8906, 0.237, 0.1178, -0.0155
Si, 12.3655, 5.3728, 2.2512, -0.3472, 0.0859, -0.4657
Si, 12.6271, 9.2773, 1.8463, 0.1138, -0.1044, -0.2041
Si, 4.7205, 3.5498, 3.6309, 0.054, 0.0018, 0.3676
Si, 4.6898, 7.5635, 3.5205, 0.0082, 0.2566, 0.3947
Si, 4.7553, 11.2556, 3.1614, -0.061, -0.077, -0.1638
Si, 8.5986, 3.3562, 3.4886, -0.0369, -0.0969, 0.0433
Si, 8.5729, 7.5172, 3.4638, 0.0865, 0.0333, 0.5088
Si, 8.581, 11.3631, 3.0395, 0.0928, -0.1843, -0.0769
Si, 12.4465, 3.418, 3.4898, 0.0028, -0.0959, 0.1684
Si, 12.4832, 7.4305, 3.3976, -0.1417, 0.0809, 0.4299
Si, 12.5702, 11.2869, 3.187, -0.1012, -0.1064, -0.0664
Si, 2.7539, 3.473, 4.8979, 0.1163, -0.1675, 0.002
Si, 2.759, 7.4783, 4.867, -0.0824, 0.0788, -0.2563
Si, 2.8507, 11.2731, 4.642, 0.0452, 0.0318, 0.0497
Si, 6.6862, 3.5117, 4.8737, -0.2114, -0.1535, 0.0012
Si, 6.6384, 7.4848, 4.8574, 0.0948, 0.0954, -0.3328
Si, 6.6976, 11.2529, 4.5529, 0.0421, 0.0297, -0.0148
Si, 10.5308, 3.4666, 4.8468, 0.1062, -0.0329, 0.019
Si, 10.5568, 7.4359, 4.8027, 0.0596, 0.071, -0.2218
Si, 10.5435, 11.3051, 4.5284, -0.0565, 0.0437, -0.0504
Si, 2.8673, 1.4983, 6.1983, -0.1135, 0.1021, 0.0569
Si, 2.7966, 5.4762, 6.1174, -0.0208, 0.1081, 0.0222
Si, 2.7248, 9.4437, 6.1711, 0.0831, -0.1138, 0.0412
Si, 6.6377, 1.504, 6.0558, -0.039, 0.1151, 0.03
Si, 6.5957, 5.5005, 6.1474, 0.2491, -0.0523, 0.1331
Si, 6.7145, 9.4337, 6.1284, -0.0606, 0.0279, 0.0811
Si, 10.5071, 1.5199, 6.1481, 0.0799, -0.0661, 0.0608
Si, 10.5949, 5.4577, 6.1519, -0.0836, 0.0785, -0.0508
Si, 10.5766, 9.4316, 6.031, -0.0927, -0.1584, -0.1261
Si, 4.8515, 1.5256, 7.5847, 0.0408, 0.0071, 0.0389
Si, 4.6458, 5.4385, 7.5556, -0.1134, -0.0616, -0.0082
Si, 4.7226, 9.4133, 7.4449, -0.0407, 0.0432, -0.2751
Si, 8.4836, 1.5546, 7.485, -0.086, 0.0683, -0.1687
Si, 8.5858, 5.4698, 7.3909, -0.0421, 0.0064, -0.3224
Si, 8.7173, 9.4094, 7.4468, 0.1126, 0.0145, -0.1292
Si, 12.4824, 1.4945, 7.5101, -0.0183, -0.0076, -0.1907
Si, 12.5689, 5.4963, 7.5534, 0.079, -0.0623, 0.0031
Si, 12.3618, 9.3986, 7.5783, 0.0326, 0.0815, 0.1444
Si, 4.7665, 3.4914, 8.9712, 0.0489, 0.0039, 0.0148
Si, 4.6348, 7.4859, 8.7749, -0.0508, 0.0261, 0.2245
Si, 4.8035, 11.18, 8.9713, 0.2488, -0.1132, 0.2943
Si, 8.483, 3.5903, 8.7806, -0.324, 0.1658, 0.2502
Si, 8.6879, 7.3837, 8.6927, 0.1937, -0.113, 0.1925
Si, 8.6014, 11.2741, 8.872, -0.0541, 0.014, 0.0449
Si, 12.6123, 3.4675, 8.8004, 0.2941, -0.0812, 0.2213
Si, 12.4895, 7.4278, 8.9661, -0.067, 0.0122, 0.1328
Si, 12.3571, 11.2917, 9.0435, -0.2845, 0.1746, 0.2846
Si, 2.8897, 2.8736, 10.337, -0.0963, -0.0954, -0.1974
Si, 2.8338, 7.9129, 10.352, -0.0691, 0.2005, -0.0386
Si, 2.804, 11.1918, 10.1912, 0.0344, -0.01, -0.145
Si, 6.6275, 4.27, 10.3178, 0.0543, -0.0152, 0.1926
Si, 6.6878, 7.4156, 9.8668, 0.0015, 0.099, 0.349
Si, 6.7735, 10.5227, 10.2467, 0.0514, -0.0235, 0.2663
Si, 10.5481, 3.6306, 9.8268, 0.0432, -0.0669, 0.5068
Si, 10.5008, 6.7889, 10.1509, -0.0095, -0.0633, 0.1767
Si, 10.3637, 12.1131, 10.2716, 0.1676, -0.1333, 0.1675
Si, 10.7632, -0.2086, 17.1164, -0.1349, 0.0011, -0.1374
Si, 6.4641, 8.4235, 18.7988, 0.0038, -0.1281, 0.1337
Si, 0.4845, 5.7608, 14.2105, -0.0726, 0.0185, 0.1486
Si, 7.6883, 3.5679, 15.8961, 0.0078, 0.1348, -0.0854
Si, 8.3729, 11.8518, 12.4612, 0.0352, -0.1122, 0.0975
Si, 3.2141, 5.8255, 15.3289, -0.2763, -0.0351, 0.0094
Si, 9.9558, 2.7843, 17.5844, 0.0078, 0.0927, -0.0607
Si, 8.377, 9.6015, 17.1563, 0.0353, -0.1427, -0.1853
Si, 7.2737, 2.544, 18.6323, -0.0404, -0.0124, -0.0272
Si, -1.2301, 7.8389, 13.1352, -0.0361, -0.071, 0.2731
Si, 12.3168, 8.4854, 22.8589, -0.1308, -0.0977, -0.2103
Si, 4.693, 3.197, 20.0885, 0.0025, -0.03, 0.0237
Si, 11.9619, 7.6025, 20.0678, -0.1311, -0.1316, 0.0785
Si, 9.535, 10.2671, 14.6504, -0.0954, -0.1358, -0.0443
Si, 3.7262, 7.8764, 17.3076, -0.0065, -0.0947, 0.0144
Si, 2.7382, 5.3274, 12.4161, -0.1769, -0.032, -0.0862
Si, 13.524, -0.5591, 23.448, -0.0158, -0.095, -0.2797
Si, 10.8647, 3.9447, 21.687, -0.0225, 0.1448, -0.0402
Si, 4.6287, 10.2806, 22.0195, -0.023, -0.1474, -0.0118
Si, 6.3616, 11.1944, 18.2922, -0.0262, 0.0566, 0.014
Si, 7.5532, 3.2139, 13.02, 0.1908, 0.0934, 0.2163
Si, 9.1385, 5.4163, 14.3011, -0.0156, -0.0447, 0.056
Si, 10.2316, 6.8339, 22.0679, -0.0408, -0.0646, -0.1256
Si, 3.2811, 5.0218, 18.0609, 0.0048, -0.0776, -0.0524
Si, 5.4978, 7.4938, 21.4487, -0.0767, 0.0887, 0.0097
Si, 11.9801, 4.6334, 18.8595, -0.0491, 0.1238, 0.0741
Si, 6.5786, 9.0272, 23.6518, -0.0272, -0.049, -0.1563
Si, 0.8863, 2.2214, 23.7019, -0.1558, -0.0528, -0.3295
Si, 8.3312, 4.8037, 22.7562, 0.09, 0.1064, -0.2411
Si, 15.4243, 0.3136, 19.5001, 0.0568, -0.0129, 0.0669
Si, 5.1715, 4.7167, 22.5843, 0.0517, 0.0481, -0.1727
Si, 13.256, 9.9886, 18.3685, -0.0325, -0.0435, 0.1198
O, 6.6059, 7.7976, 22.5971, 0.0714, 0.0094, -0.015
O, 4.7617, 4.6932, 24.1631, -0.0387, -0.1379, 0.3106
O, 2.7534, 9.1665, 17.4878, 0.0372, 0.0064, -0.0318
O, 6.076, 10.3568, 22.7958, 0.0427, -0.1459, 0.1916
O, 11.4973, 3.8323, 20.1958, -0.0141, -0.0383, 0.0302
O, 10.7725, 7.9607, 23.1283, 0.0591, 0.0353, -0.0009
O, 2.8065, 6.8526, 0.1372, -0.09, 0.2024, 0.2611
O, 15.3261, 1.9377, 19.6636, 0.0131, 0.0238, -0.0082
O, 4.358, 4.4576, 19.1201, -0.0073, 0.004, -0.007
O, 6.5624, 4.1477, 0.2088, 0.0535, -0.4611, 0.3667
O, 6.5761, 9.2065, -0.9658, 0.1005, -0.0643, 0.2699
O, 3.6546, 5.4588, 13.7914, 0.0137, 0.0257, -0.0681
O, 11.1094, 3.5466, -0.2666, 0.0235, 0.0276, 0.0433
O, 4.4553, 8.7649, 21.3781, 0.006, 0.0538, 0.031
O, 10.4917, 7.3124, 1.5006, 0.1233, 0.2726, -0.3132
O, 12.4205, -1.4811, 22.6248, 0.0774, 0.0566, 0.0264
O, 12.0641, 6.2479, 19.1549, 0.0224, -0.0105, -0.0312
O, 9.6037, 10.4634, 17.8477, -0.0064, 0.0163, 0.0364
O, 6.9203, 3.0409, 14.5386, 0.02, 0.0123, -0.0458
O, 8.6236, 4.4485, 13.0876, 0.041, -0.06, -0.0347
O, 9.7836, 11.4748, 11.6953, 0.0042, 0.0472, 0.0113
O, 6.7797, 4.5176, 22.4643, -0.0209, -0.0592, 0.0411
O, 0.1604, 7.309, 13.8093, -0.063, -0.0425, -0.1135
O, 1.5662, 5.7556, 15.4256, 0.1028, 0.0274, -0.0452
O, 6.6548, 5.9272, 10.6942, -0.0175, -0.2377, -0.375
O, 10.5094, 11.2764, 15.4938, 0.0021, -0.0084, 0.0691
O, 1.8835, 4.2485, 18.3807, 0.0339, 0.0115, -0.0429
O, 6.7706, 8.8891, 10.7288, -0.0703, 0.1953, -0.4678
O, 6.5005, 3.5322, 11.8149, -0.0247, 0.1244, -0.2835
O, 9.1257, 6.9629, 13.7841, 0.0901, 0.086, -0.1435
O, 5.2484, 8.257, 17.724, -0.031, 0.0076, -0.0422
O, -0.8976, 5.0202, 14.657, -0.0015, 0.0819, -0.1427
O, -1.2331, 7.7047, 11.5186, 0.0362, -0.1146, -0.0378
O, 6.7673, 3.2795, 17.2242, 0.0595, -0.0357, -0.0299
O, 7.0311, 11.377, 11.6465, -0.0372, -0.0849, -0.0592
O, 3.7091, 7.337, 15.7517, 0.0172, -0.0425, 0.055
O, 2.8297, 9.5544, 10.8901, -0.0527, -0.0315, -0.3045
O, 8.8664, 9.1684, 15.67, 0.0362, 0.1604, 0.0747
O, 3.1016, 3.9814, 11.5618, 0, -0.0221, 0.144
O, 8.3344, 1.8547, 12.6459, -0.025, 0.024, -0.0296
O, 2.9214, 3.9946, 0.2972, -0.0772, -0.2318, 0.3666
O, 3.1806, 6.6503, 18.2606, 0.0486, 0.0337, 0.0089
O, 11.5228, 2.7125, 22.5046, 0.0964, -0.0348, 0.1359
O, 8.135, 5.1423, 15.5858, 0.0144, -0.0941, -0.0157
O, 10.3965, 7.5483, 20.5905, 0.0733, -0.0264, 0.0022
O, 11.1827, 5.4736, 22.2245, 0.0049, -0.0492, 0.0294
O, 4.7279, 6.1264, 21.8722, 0.0093, -0.0359, 0.0505
O, 7.236, 0.9159, 18.6215, -0.0284, -0.0252, -0.0287
O, 8.3697, 11.1301, 13.9182, 0.0414, 0.0768, -0.0996
O, 5.9502, 1.9606, -0.9503, 0.1539, 0.0678, 0.3419
O, 8.8523, 2.9388, 18.8043, -0.024, -0.0726, -0.0046
O, 6.2989, 2.9642, 19.857, -0.0249, 0.0019, -0.0044
O, 10.7286, 1.3447, 17.6273, 0.0167, -0.0495, 0.0436
O, 9.2391, 3.7692, 21.8482, -0.0582, 0.0495, 0.0991
O, 10.9595, 4.0771, 17.7009, 0, -0.0587, -0.029
O, 15.006, -1.0872, 23.0703, 0.0277, 0.0413, 0.0453
O, 12.8423, 7.7092, 21.4895, 0.0118, 0.0732, 0.0884
O, 8.7151, 6.3299, 22.2802, 0.0349, -0.0622, 0.0666
O, 7.9113, 8.2814, 18.0222, -0.0109, 0.1047, -0.0243
O, 7.0445, 10.5631, 16.9422, -0.0152, 0.0263, 0.0957
O, 10.5659, 2.1416, 10.6705, -0.1581, -0.0362, -0.4386
O, 10.5163, 5.1563, 10.6112, 0.0537, 0.0345, -0.3858
O, 14.0149, -0.4891, 19.3088, -0.0042, -0.0017, -0.0437
O, 12.3514, 8.9216, 19.2161, 0.0857, 0.0763, -0.0558
O, 13.4888, 1.0484, 23.1074, 0.0547, -0.0077, 0.14
O, 4.7818, 0.0002, 18.1958, 0.0125, -0.0143, 0.0155
O, 3.2883, 1.5213, -0.59, -0.1237, 0.1371, 0.1438
O, 2.8985, 6.7169, 11.5329, 0.0302, 0.1372, 0.0537
O, 6.2558, 7.3468, 20.0015, 0.0312, 0.0473, -0.0375
O, 12.2451, 10.8037, 17.4059, 0.0001, 0.0176, -0.017
O, 2.8355, 1.2415, 10.8507, 0.0636, 0.054, -0.172
O, 13.0893, 8.1496, 24.2798, -0.0926, 0.2661, 0.4651
O, 3.7387, 4.778, 16.4879, 0.0175, 0.0778, 0.0026
O, 1.1853, 5.0795, 12.8976, 0.1098, 0.0453, -0.0621
O, 9.627, 5.8362, -0.4412, -0.0142, 0.0314, 0.31
O, 4.4664, 3.5432, 21.6765, -0.0128, 0.016, -0.0042
O, 6.6085, 6.9043, 0.2519, 0.0962, 0.4203, 0.2749
O, 10.9912, 8.0733, -0.9437, 0.0813, 0.3261, 0.4842
O, 16.1477, -0.1791, 20.8742, -0.0185, -0.016, 0.0165
O, 9.1235, 2.8002, 16.164, -0.0206, -0.0496, 0.0794
O, 10.3073, 9.4037, 13.5215, 0.0185, 0.0722, -0.0635
O, 6.4786, 9.9671, 19.3981, -0.0002, 0.0852, -0.0733

Results
free energy: -112757.061 eV
free energy less fixed offsets of O -569.03, Si -635.61 eV per atom: 6.839 eV
pressure: -0.74 GPa
stress xx, yy, zz, yz, xz, xy (GPa, positive in tension): -0.61, 2.33, 0.48, -0.09, 0.01, 0.57

The program warned: the cutoff lies below the one the program advises for these potential files.
